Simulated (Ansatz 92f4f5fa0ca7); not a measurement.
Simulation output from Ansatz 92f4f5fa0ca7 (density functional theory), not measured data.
Periodic cell of 239 atoms, Si134O105, from a study of silicon, its oxide and their interface. The atomic structure is a simulated model.

Settings: functional PBE; potential files Ansatz PAW; basis plane waves; wave-function cutoff 700 eV; density cutoff ratio 5; exchange-correlation grid ratio 2; k mesh 2 x 2 x 1, shifted by 0.5 0.5 0.5 of a step; self-consistency stop 5e-08 eV per atom in the density residual; occupations Fermi-Dirac, 0.05 eV; spin none; net charge 0.

Cell vectors (angstrom)
a  11.5901  0.0201  0.0028
b  0.0383  15.4808  0.0505
c  4.99  5.8345  23.3457

Atoms and the computed forces on them: element, x, y, z (angstrom), force x, y, z (eV/angstrom)
Si  0.389  12.3362  -0.3504  0.1954  0.4645  -4.6274
Si  8.1687  0.9141  1.9886  0.1991  1.4114  -0.6953
Si  -0.6966  3.7193  0.3673  0.0097  0.0942  -0.4698
Si  -0.2148  9.225  -0.5058  2.7285  1.8285  0.2601
Si  3.2396  -3.326  -0.2272  -1.58  -0.0562  -2.8087
Si  3.626  1.1531  -0.9311  -2.1385  -3.6994  -2.0355
Si  3.3197  4.3716  1.9544  0.7162  1.8418  -1.4564
Si  3.8341  9.1826  -1.4549  -6.038  4.9904  -3.5943
Si  8.3139  12.4577  2.2152  -0.3436  0.1246  -0.1908
Si  6.4111  -0.129  -0.3832  0.5375  -0.1219  -4.0536
Si  8.9614  5.2132  0.9556  -1.3077  0.9794  0.437
Si  6.7973  9.6835  -1.1796  2.0877  -4.2974  -1.3584
Si  -0.9685  12.389  2.0449  0.6646  0.0878  2.0205
Si  0.5293  0.594  2.1815  -0.7625  1.363  -0.6706
Si  0.9064  4.411  1.9871  -0.5324  -1.0923  -0.6585
Si  0.8424  8.3492  1.6254  -0.1187  1.7275  0.0944
Si  4.5135  -3.2367  1.5554  0.8831  0.9761  1.3191
Si  2.9518  0.8676  1.9618  -2.6611  -2.4443  10.0079
Si  4.3554  4.0462  -1.1243  -1.5602  1.4034  -2.144
Si  3.303  8.463  1.5744  -0.7362  -0.857  -2.1241
Si  6.643  -3.3239  0.4745  -0.7532  7.6005  4.0819
Si  10.2181  1.4857  0.7764  0.819  -0.3545  0.1505
Si  7.4208  4.1169  -1.2766  3.9278  0.4342  -4.856
Si  8.8062  8.4023  0.7739  -1.4616  0.5867  -2.0661
Si  -0.0583  -1.2748  3.3635  -0.2832  -0.6138  -0.2981
Si  0.3078  2.6265  3.4593  -1.5724  -0.1614  -0.3663
Si  0.3521  6.3968  2.8835  0.0341  0.6828  1.6888
Si  0.2388  10.5326  3.101  -1.1717  -1.0137  -1.364
Si  3.8201  -1.1736  2.945  2.2934  -0.3571  -0.8194
Si  3.8457  2.6663  3.2839  0.4987  -1.1507  0.7093
Si  4.1011  6.5471  2.8082  0.3099  -0.7605  0.4346
Si  4.038  10.3497  2.799  -0.1582  -0.1111  0.9197
Si  8.0281  -0.9149  3.3231  -1.1487  -1.6153  0.8596
Si  7.9423  2.7848  3.5637  -0.8951  0.2949  -1.1532
Si  8.1171  5.2444  3.2642  1.2774  -0.2777  -0.4511
Si  8.1015  10.3551  3.1529  -0.7674  0.2238  0.6279
Si  9.7478  -1.248  4.8557  0.0928  0.6993  1.113
Si  -1.796  2.6251  4.8037  1.7188  -0.4771  0.7408
Si  -1.5145  6.2092  4.5576  -0.389  -1.8817  -1.9431
Si  9.9075  10.3243  4.5257  0.897  -0.2227  1.15
Si  2.0648  -1.3104  4.293  -1.0821  -0.7777  1.664
Si  2.0878  2.8221  4.7609  1.1094  -0.9354  1.3645
Si  2.3501  6.4933  4.3688  -0.8145  1.602  -1.9764
Si  2.1246  10.5268  4.3681  0.9431  -1.5593  -0.6127
Si  5.8481  -1.0766  4.4938  0.1887  -0.2751  -0.7649
Si  5.8862  2.6174  4.6241  -0.232  -0.1458  -0.2305
Si  6.2764  6.2754  4.3088  -0.9343  0.3427  -0.5956
Si  5.9827  10.2082  4.2241  0.4065  -0.2882  -0.0264
Si  9.8022  12.1623  6.1909  -0.2445  -0.3034  0.1283
Si  9.7885  0.7496  6.2895  0.2652  -0.6974  -1.0801
Si  9.994  4.5221  6.1943  0.2516  0.0882  -0.3952
Si  -1.5589  8.1442  5.5935  1.213  2.682  0.3369
Si  2.004  12.2674  5.7537  0.3296  0.9636  1.0726
Si  2.1913  0.547  5.7835  -0.354  1.5872  -0.4175
Si  2.4152  4.9026  5.8479  -0.3638  -2.2535  1.5782
Si  2.2905  8.393  5.6365  0.6217  1.289  -0.5656
Si  5.9509  12.2337  5.6012  0.3738  0.1908  -0.0985
Si  5.941  0.7532  5.9974  -0.5179  -0.0384  1.3417
Si  6.1159  4.5352  5.9114  -0.9778  -0.3046  0.7792
Si  6.4024  8.2711  5.6178  0.1178  1.1486  -0.0337
Si  0.3254  12.1513  7.5094  -0.4627  0.9063  -0.5641
Si  0.3418  0.6313  7.2009  0.8319  -0.0396  0.8163
Si  0.5125  4.5955  7.2103  0.1309  -0.0473  0.3015
Si  0.4236  8.4159  6.9525  -0.6789  -0.4093  0.4546
Si  4.0318  12.3656  6.9123  -0.682  -0.2047  0.4707
Si  3.8407  0.8535  7.4025  1.061  -0.755  -0.5486
Si  4.1651  4.6181  7.4345  0.6551  1.2193  -0.9537
Si  4.3848  8.5289  6.7571  -0.3049  -0.6521  -2.1883
Si  7.5581  11.98  7.3717  0.1087  -0.0391  -0.504
Si  7.8701  0.6983  7.6  -0.9554  -1.2054  -0.8431
Si  7.9598  4.4982  7.403  0.6282  0.6646  0.751
Si  8.465  8.4681  7.1501  -0.8611  0.1942  1.5546
Si  1.0282  14.2015  8.7011  -0.1894  0.3038  -0.2509
Si  8.296  2.5361  8.8817  0.2492  1.1547  1.0777
Si  0.4876  6.5695  8.4413  -1.4746  0.0262  0.2899
Si  0.4026  10.1152  8.6439  2.0302  0.0474  -0.3246
Si  3.5424  14.1945  8.4494  0.1704  0.3171  0.1873
Si  3.4209  2.8049  8.7201  -0.629  -0.7152  -0.2047
Si  4.3313  6.9032  8.2336  -0.6246  -1.0995  2.0061
Si  4.2227  10.2943  8.0482  0.517  1.8411  0.0848
Si  5.4445  14.0439  9.9235  -0.5537  1.0804  0.2165
Si  10.6866  2.503  9.8048  -0.4242  0.9905  1.6452
Si  8.1891  6.7065  8.5831  -1.6755  -0.7286  -0.0195
Si  6.3697  10.3943  8.9849  -0.1137  0.1629  0.5545
Si  7.3788  -1.5137  8.5998  0.1424  0.1653  -1.0158
Si  0.9853  2.6659  8.5068  0.1681  -0.0248  -1.2044
Si  9.7947  4.9941  11.3313  -1.4691  2.143  2.4954
Si  10.1804  9.3604  9.7513  -0.7502  -1.785  -0.0154
Si  7.6448  13.1931  12.8459  0.963  -11.065  -4.9183
Si  4.1113  3.2198  10.8976  0.5429  1.8788  -0.8151
Si  2.3175  7.3013  9.5573  2.266  -0.3588  0.6583
Si  2.6718  9.6724  9.5835  -1.7346  -0.8545  -0.725
Si  11.1306  15.0735  10.4369  1.3562  -7.4143  0.1605
Si  7.2766  3.1168  11.0495  -0.7534  2.306  -1.4951
Si  10.0472  6.8462  9.8933  1.1648  0.3452  -0.7025
Si  3.8214  10.3236  11.4254  -0.6681  1.2427  1.4863
Si  10.7862  9.9992  12.4472  0.063  -1.513  2.1866
Si  13.162  15.1612  19.2976  -3.6657  1.2537  -0.4707
Si  1.9491  11.416  12.5213  5.2705  -4.7188  5.6783
Si  5.7196  7.9428  11.898  -2.3366  -1.8656  0.4855
Si  9.0108  14.0544  10.2974  -0.4275  0.5059  1.3103
Si  10.2179  3.0965  15.8412  -1.3726  1.718  -1.0497
Si  10.78  4.5665  18.4345  -1.4516  2.4136  -0.2158
Si  6.3994  6.2342  16.3105  1.9434  -4.9698  3.2363
Si  2.0784  12.9706  15.1084  1.4979  -1.113  0.3215
Si  8.8352  11.1469  14.7611  -0.7966  -0.3233  3.3154
Si  6.1371  7.8722  9.6  1.1305  -0.0065  -0.953
Si  7.7531  8.2404  14.4406  1.0953  -0.4898  -4.3035
Si  1.4995  14.1489  12.5567  -4.8239  0.2046  1.95
Si  10.5977  7.0869  13.5352  0.3695  -0.1272  2.4492
Si  7.0091  4.621  21.3345  -1.332  -3.728  0.0679
Si  7.3583  3.2363  16.1421  -0.7114  2.127  0.2937
Si  1.701  6.025  14.0472  4.0449  8.7393  0.9424
Si  4.3809  14.9381  15.3733  -3.3175  -0.1523  2.2315
Si  7.0318  0.23  11.8288  0.4096  1.8154  -1.0566
Si  3.8468  16.1685  18.0743  2.0857  2.9469  -3.1439
Si  3.5303  6.2026  16.543  -1.8021  -1.87  -4.6547
Si  5.1449  12.7272  20.884  1.0035  -1.0308  -2.0888
Si  1.8431  5.9107  18.737  -0.9772  -2.0951  -4.2188
Si  6.4878  16.0267  16.9358  1.1553  -7.5047  4.1933
Si  8.8349  14.8584  18.8841  -1.3634  1.951  -2.541
Si  5.5065  11.9265  10.8361  1.6035  -1.1831  2.0949
Si  3.0553  1.1566  13.0565  1.6137  -0.8344  0.5592
Si  12.5096  12.3609  18.0487  -1.6865  -0.7936  -1.7986
Si  1.267  3.0789  14.7506  0.9227  2.2699  1.4731
Si  5.0088  10.0822  21.3483  3.2846  -2.07  3.1801
Si  2.7698  11.2648  20.1126  6.0179  -2.7652  -8.7603
Si  7.3451  10.9789  20.1285  6.8527  6.9728  -3.3741
Si  2.6914  3.5445  17.2707  2.3936  -2.5773  5.4875
Si  3.1333  6.1114  11.5276  3.6015  4.0752  -1.2158
Si  11.0036  1.6257  18.1446  -6.2933  -1.8659  0.293
Si  7.7787  4.9051  18.6376  6.1242  0.3812  -7.4136
Si  9.376  11.9262  17.9603  0.7769  -3.9754  -1.2228
Si  13.7044  7.1271  21.5709  -0.3222  -8.179  -2.7918
O  -0.8363  12.8239  0.4999  -0.8596  0.8251  -0.4267
O  6.88  0.7262  0.895  0.0065  0.8676  0.8813
O  3.4087  8.2994  -0.2891  -1.5602  -2.2842  5.3
O  -1.7429  9.2619  -0.1104  -0.9412  0.2086  0.2644
O  1.7027  -3.2468  0.3619  1.9334  0.1183  2.6567
O  4.94  0.274  -1.123  1.7632  -0.2363  0.9223
O  5.2758  11.5386  22.0371  -0.4826  1.3464  -0.3182
O  5.9382  4.0531  -1.6033  -4.5751  -0.6949  -1.0053
O  3.3744  1.1657  0.6235  2.4067  2.5331  -8.0099
O  7.4638  4.7535  0.0956  2.7647  1.8335  4.9429
O  6.4509  9.8499  20.4201  -5.6873  -5.7523  2.0347
O  7.4676  8.4318  -0.1585  -1.9646  2.4517  -1.2411
O  5.3193  9.1376  -1.5605  7.0001  0.5618  -0.0755
O  9.2008  6.8793  0.7147  0.9841  -2.7412  0.2558
O  8.5343  9.0497  2.1923  -0.2479  0.2833  0.8584
O  2.2345  12.8119  12.0217  0.0561  5.5291  -2.5076
O  8.382  0.0199  10.9272  -0.4607  0.597  -0.0618
O  9.0804  9.5288  8.5498  -0.9817  -0.1555  -1.836
O  0.6309  13.4865  -1.5574  0.2816  -0.1664  0.9173
O  3.5476  5.2213  -2.0662  0.761  -1.1774  1.5418
O  7.5112  0.0197  -1.6679  0.434  2.62  2.4882
O  5.1967  14.126  21.5668  -0.4141  1.9372  0.6893
O  4.0916  4.3558  0.4316  0.061  -0.4314  0.1614
O  0.1365  10.8424  -0.9428  -0.6559  -2.3599  0.1237
O  6.8267  4.6643  19.7083  -4.5242  -1.4792  6.5894
O  3.239  -2.1877  -1.4351  -0.0504  1.2607  0.0109
O  3.3608  15.7042  16.5619  1.2899  -0.5589  -0.6064
O  3.7046  2.57  -1.5712  0.4204  2.4151  -0.3104
O  9.3069  7.6813  14.3632  -0.3277  -0.1876  0.1128
O  8.3754  10.8909  18.736  -1.3223  0.0892  1.2141
O  3.2173  8.9151  -3.0118  -0.5847  -0.615  3.4353
O  3.3043  10.8533  -1.1358  1.3256  -3.1492  -0.0526
O  6.4821  -1.6951  -0.2341  -0.3275  -3.684  1.4811
O  13.2212  11.1737  20.9538  -9.4968  -3.0707  9.5613
O  3.7295  12.4728  20.0049  3.2152  2.9465  1.5329
O  6.4776  12.4536  19.9074  -0.3167  -1.2914  0.9377
O  6.9004  11.1361  -0.5461  0.4817  -3.0561  -3.5332
O  9.8685  16.0656  19.0709  3.0952  1.7115  -1.1512
O  7.7778  9.8153  14.6462  0.4482  1.6629  1.113
O  10.627  3.678  11.1025  1.7232  -2.5779  -1.8078
O  11.0178  1.0694  10.6326  -0.629  6.0867  0.2599
O  7.2256  14.5487  13.0423  -3.2166  10.7477  1.7726
O  9.8041  10.1672  11.1424  0.3949  0.1191  0.5647
O  4.5611  9.1066  12.2464  0.8284  -0.0072  -0.1106
O  6.8915  7.3241  15.3531  0.3329  1.1919  -0.3698
O  8.1325  12.389  14.0535  1.1992  -0.4689  3.2178
O  3.7892  2.1382  11.9949  -0.4543  -1.6344  1.2475
O  2.1818  0.0212  12.3229  1.6634  2.4068  -1.9265
O  10.0322  10.7141  13.8039  2.9001  -1.3397  -2.3876
O  9.2732  11.6535  16.3824  -1.9685  -1.5001  -5.192
O  11.1027  3.0181  18.9174  -0.0711  2.0551  0.5216
O  7.0654  1.9173  12.0767  -0.0135  -3.1448  1.5959
O  1.2936  12.7167  16.4784  -0.2115  0.1329  0.9879
O  8.2499  4.3749  11.5787  -0.6886  -0.2311  -0.4118
O  6.9896  7.9018  12.8763  1.3099  0.8547  1.6708
O  10.2635  5.7085  12.8198  -0.8259  -1.6771  -1.9285
O  11.9228  6.6848  14.4967  -2.5843  1.0651  0.1778
O  7.8765  15.5145  17.6538  -0.2502  -0.4352  -0.1761
O  6.4628  4.615  15.7288  0.2588  0.4119  -0.0072
O  2.1629  2.025  14.0361  -0.2412  -0.5463  -0.3921
O  -0.1212  14.3632  11.9622  2.4112  -0.4186  -0.19
O  14.9907  6.773  22.5416  -0.5189  0.212  -0.5824
O  3.8733  9.8743  20.3498  -4.2511  1.3324  -2.8017
O  10.4665  4.4012  16.7819  0.9128  0.4639  0.8586
O  4.768  6.5184  12.0967  -0.7403  0.8038  -1.0779
O  7.2971  6.1518  17.7447  -0.8244  1.0468  -2.0294
O  3.2759  4.5912  11.2912  -0.3889  -3.4946  -0.4509
O  8.6996  3.1664  15.2346  -0.0666  -0.0358  -0.9762
O  9.3382  5.226  19.0664  1.2451  -1.176  -0.0607
O  3.6799  13.4725  15.2559  -0.6308  -0.5213  -0.3003
O  5.6668  3.6961  10.858  1.7373  -0.4991  -0.0524
O  0.7381  10.5627  12.1564  -5.2035  -1.7985  -0.6652
O  1.7359  4.5629  14.1575  -0.027  -8.0668  0.5149
O  6.5191  1.8005  16.0975  0.8768  6.5423  -3.5777
O  4.9739  6.693  16.7779  0.6072  1.2856  1.2166
O  3.6356  4.4885  16.4928  1.3946  2.8239  -1.4978
O  7.1893  6.0969  21.8016  2.4999  3.8725  1.6903
O  3.0626  6.675  15.0319  -1.7995  -1.3347  -1.2963
O  11.2944  3.041  14.6237  -1.4481  -0.3715  -0.7824
O  2.2876  4.3587  18.6414  -0.0104  -0.1591  -0.3213
O  2.111  11.5208  14.3094  -0.6751  0.3558  -2.5063
O  10.2045  1.7501  16.6461  2.0587  -1.9194  2.7582
O  11.1381  8.2711  12.6228  -0.4084  4.132  -1.3624
O  7.8617  3.5405  17.6514  -0.2941  0.0385  0.8805
O  2.2387  6.6811  19.9286  3.6896  4.7234  6.7389
O  4.1633  15.8404  14.0716  0.2611  0.8997  -1.7689
O  8.734  13.0497  11.5903  0.3568  -0.0776  -0.2019
O  1.5178  2.9732  16.4139  -1.7103  -0.5913  -2.4088
O  2.3622  6.7764  17.4102  -1.1941  -0.2729  2.3877
O  10.973  11.6654  18.0137  3.0847  0.2925  1.5317
O  12.3507  16.3607  18.3622  4.6436  -3.0825  0.4125
O  3.5769  2.3299  18.0979  -0.9862  -0.3412  -0.9591
O  8.219  2.7029  -1.592  -1.9913  5.3376  1.0548
O  5.8541  14.8197  15.9331  1.5543  0.573  -0.0583
O  3.1237  15.2631  19.1307  0.6246  -0.629  1.4365
O  2.1162  6.7029  12.5641  -1.9498  -0.8624  2.3675
O  5.6591  -0.0939  10.9904  -0.2444  -1.0345  -0.5156
O  5.4794  15.9679  18.1882  -1.6303  0.3907  1.0231
O  6.4  12.1053  12.3696  -0.7451  0.8539  -1.9514
O  12.5787  13.7312  18.9074  -0.3894  -0.157  0.0937
O  2.0266  11.3424  18.6143  1.0469  -1.0755  0.137
O  12.7103  15.512  20.7879  -0.6353  0.3307  2.0799
O  9.194  13.3795  18.3473  -0.5577  4.1588  1.24
O  11.8582  5.8377  18.7771  -4.0419  -2.1091  -1.017
O  1.3389  14.1233  14.2342  -0.4182  -0.4358  -1.4811

Results
free energy: -144882.752 eV
free energy less fixed offsets of O -569.03, Si -635.61 eV per atom: 37.138 eV
pressure: 2.39 GPa
stress xx, yy, zz, yz, xz, xy (GPa, positive in tension): -1.73, -2.41, -3.02, 0.89, 1.94, 0.12

The program warned: the cutoff lies below the one the program advises for these potential files.
